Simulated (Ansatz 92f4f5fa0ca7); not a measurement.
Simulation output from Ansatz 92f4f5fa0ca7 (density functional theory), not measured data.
Periodic cell of 220 atoms, Si132O88, from a study of silicon, its oxide and their interface. The atomic structure is a simulated model.
This geometry differs little from another in the collection (a relaxation step or a small displacement).

Settings: functional r2SCAN; potential files Ansatz PAW; basis plane waves; wave-function cutoff 800 eV; density cutoff ratio 5; exchange-correlation grid ratio 1; k mesh 1 x 1 x 1, shifted by 0.5 0.5 0 of a step; self-consistency stop 1e-10 eV per atom in the density residual; occupations fixed; spin none; net charge 0.

Cell vectors (angstrom)
a 10.88 0 0
b 0 10.88 0
c 0 0 31.9998

Atoms and the computed forces on them: element, x, y, z (angstrom), force x, y, z (eV/angstrom)
Si 0.1809 -0.9532 -0.3539 0.1162 0.0881 0.0015
Si 2.7409 2.4196 0.0075 0.0094 -0.012 -0.0586
Si 1.0284 3.2234 -1.3357 0.0396 0.0071 0.0087
Si 2.0764 7.6336 -0.11 0.0149 -0.0348 0.0284
Si 4.6573 0.0781 -0.2586 -0.0353 -0.0483 0.0896
Si 8.4558 4.1387 0.4883 -0.0103 0.0267 -0.0714
Si 4.7869 6.223 -0.693 0.0217 0.0077 0.0008
Si 7.9026 8.1068 -0.1925 -0.018 0.0431 -0.0063
Si 1.5336 1.2279 1.5397 0.0661 -0.2163 -0.0224
Si 3.9273 4.0041 1.1753 0.0834 -0.0376 0.0222
Si 0.8944 6.2145 1.2688 0.0762 0.0728 0.0004
Si 3.8555 9.6414 1.5079 0.0825 -0.0629 -0.0221
Si 6.9023 1.5251 1.3427 -0.0627 -0.0805 -0.0702
Si 10.7628 4.1415 0.6134 -0.132 -0.038 -0.0571
Si 6.3385 6.9546 1.0499 -0.02 -0.0228 -0.0234
Si 9.3565 9.3639 1.1217 0.035 -0.0012 -0.0142
Si 0.1015 2.7336 2.525 0.0452 0.0004 0.0401
Si 2.7215 0.0123 3.0347 0.0128 0.0025 0.0201
Si -0.1876 7.9579 2.5104 -0.0062 0.0027 0.0029
Si 2.6851 5.4167 2.5847 -0.0342 0.0082 0.0068
Si 5.3474 2.7354 2.6181 -0.0476 -0.0262 -0.0134
Si 8.2494 0.0384 2.536 -0.0006 -0.0105 -0.0053
Si 5.39 8.3315 2.6382 -0.021 0.0475 -0.0035
Si 7.7452 5.4676 2.3441 -0.0005 0.0069 -0.0078
Si 1.4317 4.0141 3.9854 0.0169 -0.0171 -0.0056
Si 4.1408 1.4124 4.1491 0.0076 -0.0213 -0.0129
Si 1.2059 9.3653 3.9549 -0.008 0.0365 -0.0002
Si 4.0275 6.856 3.9043 0.0122 0.0108 0.0173
Si 6.683 4.105 3.9335 -0.0119 0.0226 -0.0011
Si 9.5339 1.4382 3.8828 -0.0105 -0.0245 0.0173
Si 6.8712 9.5874 3.9386 -0.0143 -0.0198 0.0026
Si 9.3139 6.6608 3.829 0.0045 0.0086 0.0154
Si -0.0513 -0.0044 5.2546 0.0156 -0.0019 -0.0136
Si 2.7256 2.7217 5.4344 0.0079 -0.0056 0.0132
Si -0.0567 5.3825 5.2185 -0.0104 0.0173 -0.0064
Si 2.6499 8.1102 5.3169 0.0167 -0.0167 -0.0159
Si 5.5161 -0.0001 5.3744 0.009 0.0104 0.0148
Si 8.1247 2.7457 5.2487 0.0019 -0.0064 0.024
Si 5.3685 5.4798 5.289 -0.0067 -0.0113 -0.0023
Si 8.1455 8.1326 5.2679 0.0112 0.0126 0.003
Si 1.3367 1.2861 6.6589 0.0038 -0.0005 -0.0009
Si 4.0823 4.1131 6.7121 0.0034 0.0043 0.0134
Si 1.3098 6.7374 6.6543 0.0026 0.0038 -0.001
Si 4.0724 9.486 6.6237 -0.0032 0.0101 0.0052
Si 6.8507 1.3826 6.7026 0.0048 -0.0173 0.0149
Si 9.5171 4.0427 6.628 0.011 -0.0018 0.0001
Si 6.7729 6.8123 6.6213 0.0065 0.0042 -0.0045
Si 9.506 9.5194 6.6436 -0.0102 0.008 -0.0085
Si -0.0087 2.6681 8.0007 -0.0086 -0.0121 -0.0031
Si 2.7184 -0.058 7.9914 0.0076 -0.0036 0.0052
Si 0.0213 8.1804 7.9979 0.0087 0.0061 -0.0102
Si 2.7061 5.4211 8.0599 0.0091 -0.0013 -0.0103
Si 5.4721 2.7505 8.033 0.0005 -0.0001 -0.0115
Si 8.1878 -0.0068 8.0604 0.0014 -0.0071 -0.0168
Si 5.4425 8.1532 7.9969 -0.0084 -0.0038 0.0028
Si 8.1831 5.4693 7.9436 -0.0054 0.0015 -0.0047
Si 1.3711 3.9962 9.3695 -0.0113 -0.0176 -0.0081
Si 4.0867 1.313 9.2924 -0.0112 -0.0138 -0.0015
Si 1.4153 9.468 9.4146 0.0107 -0.0013 -0.0168
Si 4.1191 6.7958 9.3698 0.0062 -0.0122 0
Si 6.8466 4.1561 9.3391 -0.0026 -0.0049 -0.0077
Si 9.55 1.3484 9.4341 0.0055 0.0117 -0.0207
Si 6.8191 9.4807 9.3755 0.0114 0.0279 -0.0137
Si 9.5378 6.819 9.3203 0.005 0.0097 0.0024
Si 0.0661 -0.0317 10.7694 0.0195 -0.0121 -0.0298
Si 2.7756 2.6256 10.7071 -0.0044 -0.0138 -0.004
Si 0.0268 5.4382 10.6354 0.0177 -0.0177 -0.0178
Si 2.7954 8.0829 10.7804 0.0108 -0.0003 0.0196
Si 5.4088 -0.0492 10.66 -0.0096 -0.0241 -0.0087
Si 8.1831 2.8269 10.7014 -0.022 -0.0211 0.0014
Si 5.537 5.5086 10.7517 -0.0065 0.0402 0.0165
Si 8.1938 8.1193 10.7516 -0.0012 -0.0197 -0.0111
Si 1.4502 1.2962 12.1482 0.0085 -0.0051 0.0102
Si 4.2028 4.0212 11.9409 -0.0163 -0.0636 -0.0223
Si 1.5385 6.5265 12.0464 -0.0488 0.0609 0.0678
Si 4.1892 9.4292 12.1237 0.0094 0.0047 0.0245
Si 6.7013 1.4467 11.8832 -0.0281 0.0389 0.0319
Si 9.5586 4.2198 12.0615 0.0405 -0.0139 -0.0035
Si 6.917 6.7989 12.2485 -0.0012 0.0028 0.0141
Si 9.5313 9.5054 12.083 0.0888 0.0133 0.133
Si 0.0934 2.8609 13.2809 0.0189 0.0077 -0.0381
Si 2.7729 -0.1885 13.4764 -0.0424 -0.0566 -0.029
Si 0.5376 7.566 13.827 -0.0317 0.0966 -0.0634
Si 2.8123 5.0776 13.4319 0.2106 0.1498 0.1239
Si 5.5574 2.8382 13.3904 0.0253 0.0497 -0.0076
Si 8.1596 0.1995 13.096 0.032 0.0086 0.015
Si 5.7101 8.2943 13.609 0.0318 0.0291 0.0114
Si 8.3456 5.5111 13.6587 -0.0112 0.0226 0.0194
Si 1.3198 3.9963 14.9025 -0.0935 -0.0006 0.0907
Si 4.1493 0.8101 15.0355 -0.0317 -0.0327 0.0626
Si 1.9497 9.0175 14.9438 0.0589 0.005 0.0186
Si 4.4095 7.2142 15.2447 -0.1123 -0.082 -0.1208
Si 7.2132 3.7958 14.7174 -0.0441 -0.0769 -0.039
Si 9.3737 1.6702 14.3803 0.0169 -0.0301 0.039
Si 6.8222 10.091 14.6574 -0.0225 0.0343 -0.0905
Si 11.301 6.0133 15.7561 0.2052 0.073 -0.0064
Si 6.5334 8.8364 18.7799 -0.0125 0.0232 -0.0085
Si -2.6386 -1.5435 16.3152 0.003 0.0269 -0.0264
Si 1.4467 6.5952 18.7381 0.027 0.0203 -0.0126
Si 2.1333 1.7591 17.1306 -0.0006 -0.0535 -0.0276
Si -0.5011 -4.9255 24.8462 -0.0064 0.0068 0.0108
Si 5.6208 5.0896 17.1844 -0.0052 0.0016 -0.0081
Si 7.2505 -12.1606 24.281 -0.0104 0.0211 0.0034
Si -0.0641 10.7602 16.59 0.0028 -0.0025 -0.0563
Si 7.8108 -4.6788 18.8313 -0.0189 -0.0028 -0.0127
Si 3.8952 7.8525 19.8672 0.0039 0.0117 -0.02
Si 5.8042 -2.2577 26.7992 -0.0038 0.0046 0.0182
Si 10.1381 0.6302 26.9758 -0.0346 -0.0066 0.023
Si 3.252 5.1297 20.4487 -0.0036 -0.0042 -0.0126
Si 10.0637 -0.7375 24.4718 0.0242 0.0228 0.022
Si 5.3678 0.5945 22.6946 0.031 -0.0013 0.0194
Si -0.8504 6.0349 20.7282 -0.0059 -0.002 -0.0144
Si -1.7764 6.4562 15.8556 -0.0824 0.1199 -0.0376
Si 12.6694 10.6845 23.52 -0.0047 0.0437 0.0474
Si 9.0309 7.6643 23.1951 -0.0064 -0.0043 0.013
Si 4.2126 13.8684 18.8358 0.039 -0.0203 -0.0166
Si 4.9188 2.5587 24.962 0.035 0.0585 -0.0314
Si 2.4821 4.0321 25.1241 -0.0214 -0.0178 0.0199
Si -7.1688 -0.5554 21.4892 0.013 -0.0481 -0.0608
Si 1.1655 5.0451 22.6879 0.0223 -0.0116 0.006
Si 1.4983 6.58 26.7918 0.0185 0.0092 0.0447
Si 2.8514 9.3102 25.9558 0.0146 0.0111 0.0344
Si 5.6541 0.6466 19.8774 -0.002 0.0105 -0.0579
Si 11.4252 4.7694 28.9 0.0138 0.0134 0.0342
Si 7.9729 12.0775 28.7928 0.0007 0.0016 0.0107
Si -0.1787 1.4206 29.6684 0.013 -0.0642 0.1347
Si 3.0457 1.3672 25.6849 -0.0888 -0.0499 0.0051
Si 20.7656 -7.356 26.4574 -0.0258 -0.0085 0.0137
Si -4.0044 14.2861 27.1555 -0.0137 0.0134 -0.0102
Si 6.3019 9.8195 29.6854 -0.0194 0.0057 0.039
Si 6.2133 6.0385 28.4404 -0.0003 -0.0043 0.0415
Si 8.6988 5.8755 30.1125 0.0021 0.0009 0.0342
O -0.303 -0.012 -1.5712 -0.012 -0.0205 0.022
O 1.1302 -0.053 0.5829 -0.1546 0.0918 -0.0178
O 4.6409 4.6925 -0.1621 -0.0397 0.0322 0.0015
O -0.0187 6.7031 -5.8 -0.0001 -0.0008 -0.0006
O -0.7518 5.4276 -2.4176 0.0062 0.0101 -0.0139
O -6.8118 3.9477 -7.2217 0.0127 -0.0288 0.0057
O 1.1019 8.6796 -0.9266 -0.0066 -0.016 0.0062
O 3.3294 6.9573 -0.9098 0.0037 0.0071 0.0182
O 3.7884 1.3692 -0.7132 -0.0203 0.0373 -0.0075
O 6.2837 2.8891 -6.2479 0.0053 -0.0017 0.0156
O 5.805 -3.7923 -4.7122 -0.011 -0.0089 -0.0007
O 2.7721 8.4887 1.0733 -0.0785 0.0728 -0.0266
O 7.7665 6.2349 -3.1485 0.0042 0.0052 -0.0211
O 7.9519 4.7596 -0.9588 0.0347 0.0279 -0.0238
O 9.0082 7.1381 -0.9219 -0.0285 -0.038 0.011
O 7.8162 13.5112 0.5416 0.025 -0.002 0.0871
O 3.7883 5.9901 14.3918 -0.112 -0.034 -0.0209
O -5.3032 0.0804 15.3257 -0.0199 -0.0136 -0.0225
O 6.6341 10.3656 19.3082 -0.0067 -0.0234 0.0094
O -0.5778 0.7868 15.371 0.0207 -0.0475 0.0242
O 3.2492 8.293 15.6671 0.0077 -0.0092 -0.0171
O 2.4471 7.8221 19.1224 -0.0166 -0.0084 -0.0039
O 1.1895 17.4087 17.1442 -0.0874 -0.0664 -0.0299
O 6.4477 5.3889 18.5455 0.0331 0.008 -0.0057
O 8.3028 2.6358 15.1854 0.0102 0.0798 -0.0173
O 6.5518 4.3609 16.0923 -0.0218 0.0159 -0.0066
O 8.5149 -4.6389 17.365 0.0041 -0.004 -0.0194
O 11.8305 -1.278 16.1011 -0.0107 0.0062 0.03
O 3.2781 11.7376 16.4043 -0.0125 0.0344 0.0344
O 5.4839 12.8425 18.9439 -0.0172 0.0103 0.0054
O 15.3668 13.2021 14.551 -0.0209 -0.039 -0.0399
O 8.9264 8.0575 15.5913 -0.0299 -0.0605 0.1176
O -0.5857 8.6851 13.2911 -0.0019 -0.1769 -0.039
O 5.0401 6.486 16.5691 0.0201 -0.0379 -0.014
O 4.4678 4.0564 17.6405 0.0102 0.0176 0.0032
O -3.8395 -2.0397 17.2658 0.0005 0.0023 0.0161
O -1.439 10.0899 17.1719 -0.0113 0.0042 -0.0075
O 0.8227 11.7483 17.527 0.005 0.0552 0.0176
O 2.7991 2.2851 18.495 -0.0215 0.0039 -0.001
O 1.7357 2.9766 16.1294 0.0375 0.0371 -0.0523
O 3.8954 -2.1538 21.2313 -0.001 0.0032 0.0074
O 9.997 1.9661 26.0674 -0.0045 0.0154 -0.0053
O 10.1406 -2.2268 23.8618 -0.0028 0.0107 0.0091
O 2.1615 5.2248 19.2402 -0.0039 -0.0028 -0.0078
O 4.4292 8.9769 26.0358 -0.0046 0.0096 -0.0164
O 10.8405 -5.9936 21.5771 -0.0083 -0.0082 -0.0099
O 4.9853 -2.4616 18.8327 0.0008 -0.0131 0.0253
O 4.2981 6.3446 20.2839 0.0112 -0.0034 0.0055
O 2.5103 5.3664 21.8609 -0.0084 0.0145 0.0103
O -1.9238 -4.4399 24.2581 -0.001 -0.0125 0.0056
O 0.0889 -4.1293 19.6109 -0.0164 0.0061 0.0188
O 8.6814 0.3152 27.6245 0.0122 -0.0011 -0.0172
O 8.5207 10.6143 24.3853 -0.0051 0.0021 0.0126
O -0.6546 4.3782 25.1438 0.0169 0.0061 0.0096
O 7.46 -3.2032 19.4621 -0.0004 -0.0086 -0.0282
O 11.4988 -4.6714 23.6826 0.0065 -0.0057 -0.0063
O 8.7598 -5.4393 19.9055 0.0065 0.012 0.0095
O 5.2738 2.0023 23.4838 -0.0082 -0.0055 0.016
O 4.0208 3.722 20.2786 -0.0039 -0.0082 0.0194
O 6.9711 -1.9513 25.7244 -0.0012 -0.0011 -0.0201
O 2.1449 8.0709 26.7449 -0.0055 -0.0074 0.0009
O 9.4738 -3.7051 21.7367 0.0045 -0.0019 -0.011
O 4.1075 0.1259 20.0536 -0.0072 0.0053 0.0224
O 13.1318 5.4431 25.8931 0.0107 0.0062 -0.0216
O 16.9205 -1.3777 28.1331 -0.0035 -0.0013 -0.0138
O 11.1881 11.8384 28.1682 0.0104 -0.003 -0.0212
O 12.3454 5.996 28.3189 0.0044 -0.0094 -0.0551
O -3.2628 8.4463 23.1903 0.0082 -0.0014 -0.0144
O 19.2748 3.9011 26.9518 0.0227 0.0051 -0.0252
O 2.6116 1.0462 24.1336 -0.0625 -0.0653 -0.0015
O 1.6225 3.8888 23.7369 0.0097 -0.0053 -0.0008
O 5.9927 -0.4542 23.7618 0.0045 0.0237 -0.0042
O 2.7262 -0.0145 26.5275 0.0156 -0.0021 -0.0205
O 4.8713 -0.7927 30.3868 0.0288 0.0093 -0.0001
O 5.9802 -6.2974 27.7877 0.0079 -0.0041 -0.0127
O 5.3476 6.2042 29.788 0.0084 -0.0122 -0.0004
O 0.2119 0.1315 23.5928 0.0242 -0.031 -0.0223
O 2.2479 -1.4911 24.4346 0.0003 0.0377 -0.0295
O 2.1731 10.514 21.9637 -0.0129 0.0149 0.0506
O 2.1599 2.7139 26.0701 0.0395 -0.0035 -0.0056
O -4.6276 11.8364 21.3607 -0.011 0.0223 0.0113
O 7.2416 0.2332 29.8211 0.002 -0.0143 0.0111
O 17.9417 8.6802 30.5244 0.0144 -0.0018 -0.0121
O 6.855 13.0614 28.2008 -0.0048 0.0168 -0.0026
O 9.1718 12.8965 29.5272 -0.005 0.0054 -0.0197
O -0.3263 10.2692 26.0255 -0.0024 0.0104 -0.0194
O 6.1149 0.5741 32.274 0.0128 0.1089 -0.0137
O 10.934 3.8908 27.6299 -0.0263 -0.0071 0.0075

Results
free energy: -134613.316 eV
free energy less fixed offsets of O -570.45, Si -639.56 eV per atom: 8.204 eV

The program warned: the cutoff lies below the one the program advises for these potential files; the forces do not sum to zero within the program's tolerance; empty levels may hold ghost states of the PAW files; the exchange-correlation potential is rough where the density is thin.
